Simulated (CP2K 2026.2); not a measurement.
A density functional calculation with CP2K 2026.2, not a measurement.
Periodic cell of 1152 atoms, Si864O288, from a study of silicon, its oxide and their interface. The atomic structure is a simulated model.
Doubt: the forces sum to 6.21 eV/angstrom along one axis rather than to zero, so they err by at least 0.0054 eV/angstrom per atom on average; the grid cutoff is modest.

Settings
functional: PBE
method: Gaussian and plane waves
basis set: DZVP-MOLOPT-SR-GTH
pseudopotentials: GTH-PBE
grid cutoff: 350 Ry, relative cutoff 50 Ry
k points: Gamma only
occupations: fixed
spin: none
net charge: 0

Cell vectors (angstrom)
a	32.64	0	0
b	0	16.32	0
c	-5.314	0.1628	38.7252

Atoms and the computed forces on them: element, x, y, z (angstrom), force x, y, z (eV/angstrom)
Si	0.9537	15.1775	0.2185	0.2788	-0.07	0.721
Si	4.1735	1.1243	0.059	-0.267	0.4433	0.5539
Si	-4.3613	4.5152	38.7043	0.2154	-0.1095	0.6787
Si	3.746	7.075	0.2288	-0.0202	0.0323	0.7058
Si	-3.6888	9.5074	38.7041	-0.2446	0.0818	0.6841
Si	4.2231	11.9716	0.3464	0.0809	0.1539	0.7247
Si	6.5915	15.3023	0.1066	0.1494	-0.3643	0.5778
Si	9.371	1.5332	0.0035	0.22	-0.1822	0.736
Si	7.2462	3.8856	0.0156	-0.4366	0.128	0.7382
Si	4.4014	6.6583	38.6926	-0.159	0.3567	0.6913
Si	1.0789	9.9408	38.6712	0.2351	-0.2199	0.7588
Si	9.8202	11.8871	0.0505	-0.208	0.116	0.7311
Si	6.9427	14.7557	38.5905	0.1236	0.2212	0.7928
Si	9.8511	0.989	38.5942	-0.1658	0.4086	0.7168
Si	12.0501	4.3407	0.0091	0.1402	-0.1625	0.6978
Si	9.9655	6.8075	38.541	-0.1102	0.0535	0.7087
Si	6.8416	9.9133	38.7109	0.136	-0.2419	0.7938
Si	15.6861	11.7628	0.1158	-0.3258	0.0228	0.7612
Si	17.5707	15.0857	0.1841	0.1304	-0.1546	0.7668
Si	20.635	1.054	0.1708	-0.0484	0.097	0.7627
Si	12.1848	4.525	38.488	0.0373	-0.1567	0.7684
Si	14.6117	7.5414	38.6911	0.1013	-0.2235	0.7636
Si	17.7488	9.5145	0.4704	0.0535	-0.0128	0.5534
Si	20.7669	12.0875	0.2353	-0.2434	0.0374	0.7101
Si	22.8286	15.1803	0.1874	0.177	-0.0838	0.7584
Si	25.6008	1.4509	0.1236	0.1184	0.037	0.6784
Si	18.0581	3.8049	38.6317	-0.0891	0.2249	0.7487
Si	26.0071	6.6753	0.2373	-0.2338	0.0268	0.8138
Si	22.864	9.7975	0.1453	0.1224	-0.1293	0.8176
Si	20.6477	12.1882	38.6664	-0.0843	0.2627	0.7479
Si	28.9739	14.7669	0.1203	-0.3415	0.0587	0.8542
Si	31.5423	1.1958	0.2434	-0.1673	0.0538	0.7389
Si	28.2724	4.5177	0.2056	0.1009	-0.2719	0.7905
Si	31.3834	6.634	0.0157	-0.097	0.2318	0.6727
Si	28.2112	9.8155	0.0687	0.1195	-0.0595	0.7699
Si	31.0782	12.4652	0.2264	0.0582	-0.2088	0.7105
Si	2.6508	16.306	1.4208	-0.0267	-0.0258	-0.0144
Si	5.3904	2.8531	1.1479	0.0436	0.0189	-0.049
Si	2.5434	5.4676	1.3677	-0.0341	-0.0571	-0.0652
Si	5.3977	8.2032	1.4137	0.0229	0.0179	-0.0864
Si	2.6871	10.7694	1.5526	-0.02	-0.0144	-0.0038
Si	5.4817	13.6305	1.3717	0.0188	0.0296	-0.0331
Si	8.2449	16.3153	1.3775	0.006	0.0461	-0.001
Si	10.9426	2.7032	1.2986	0.0143	0.0167	-0.0233
Si	8.2552	5.4034	1.461	0.0493	0.0496	-0.0174
Si	10.9007	8.1535	1.1956	-0.0325	-0.0161	-0.0453
Si	8.1253	10.792	1.2411	-0.0233	-0.0005	-0.0537
Si	10.9138	13.4657	1.3853	-0.0093	-0.0225	-0.0914
Si	13.5721	16.1043	1.2316	-0.0419	-0.0492	-0.0755
Si	16.292	2.6791	1.0201	-0.0177	-0.0305	-0.048
Si	13.687	5.4998	1.2023	0.0238	0.0068	-0.0351
Si	16.2993	8.0398	1.468	-0.0212	-0.023	-0.0533
Si	13.7844	10.8423	1.2745	-0.0259	0.0709	-0.0342
Si	16.4815	13.478	1.4912	-0.0231	0.0514	-0.0103
Si	19.0734	16.2789	1.4921	-0.0068	-0.0021	-0.0176
Si	21.809	2.6687	1.3812	-0.0045	0.0135	-0.0528
Si	19.0035	5.5237	1.188	0.0131	-0.0026	-0.0493
Si	21.6529	8.2186	1.367	0.0206	-0.0005	-0.0622
Si	19.1702	10.9547	1.5676	0.039	0.038	-0.0377
Si	21.8091	13.6301	1.603	0.0018	0.0014	-0.0384
Si	24.4006	0.0204	1.4957	-0.0032	-0.028	-0.0369
Si	27.1865	2.7317	1.3205	0.0096	-0.0047	-0.0756
Si	24.3743	5.37	1.2712	-0.022	-0.0282	-0.0561
Si	27.176	8.2423	1.4923	0.0249	0.0268	-0.0425
Si	24.4808	10.9227	1.4164	0.0088	0.0213	-0.0477
Si	27.1765	13.6483	1.2266	0.031	-0.0146	-0.0783
Si	29.9615	0.0229	1.519	0.0284	0.0029	-0.0669
Si	0.0125	2.7945	1.4836	0.0093	0.0375	-0.045
Si	29.8904	5.5597	1.49	0.0572	0.0017	-0.0396
Si	-0.028	8.2102	1.2759	0.0175	-0.0021	-0.0307
Si	29.8219	10.9008	1.4091	-0.0069	0.0259	-0.024
Si	-0.0724	13.6181	1.5883	-0.0081	-0.0106	-0.0207
Si	1.3949	1.423	2.8009	-0.0211	-0.0456	0.0273
Si	4.053	4.138	2.6238	-0.0231	-0.0215	-0.0189
Si	1.2441	6.8351	2.7537	-0.0065	0.0357	0.0278
Si	4.079	9.4731	2.887	0.0195	-0.0257	0.0407
Si	1.3485	12.2252	2.8135	0.0121	-0.0002	0.0135
Si	4.0617	14.9443	2.7385	0.0168	0.0082	0.0297
Si	6.7749	1.4301	2.6097	-0.0082	0.015	0.0454
Si	9.6114	4.0256	2.7671	0.005	-0.0266	0.0033
Si	6.8102	6.7985	2.6876	-0.024	0.032	0.0103
Si	9.5014	9.4424	2.6166	0.0237	0.0204	0.0305
Si	6.8688	12.2341	2.6738	-0.0366	-0.0267	0.0065
Si	9.5754	14.9052	2.693	-0.0036	0.0102	0.0081
Si	12.2896	1.2673	2.5957	0.0214	-0.0087	-0.0191
Si	14.9851	4.0189	2.5287	0.0274	-0.0112	-0.009
Si	12.2886	6.8201	2.6002	-0.0019	-0.0009	-0.007
Si	14.9541	9.4522	2.7571	0.0019	-0.0023	0.0032
Si	12.3701	12.1675	2.6846	-0.0023	-0.0364	0.0465
Si	14.9554	14.8395	2.6888	-0.0151	0.0087	0.0036
Si	17.6392	1.4292	2.6087	-0.0315	0.0203	0.008
Si	20.3874	4.1333	2.5792	-0.0387	-0.0147	-0.0244
Si	17.7043	6.7166	2.7614	0.0496	0.0221	0.0282
Si	20.458	9.5369	2.8813	-0.0046	-0.0128	0.0594
Si	17.7976	12.2456	2.9273	0.0341	0.0058	0.0351
Si	20.3751	14.9359	2.8936	-0.0255	-0.0103	0.0272
Si	23.0876	1.3729	2.864	-0.0252	0.0063	0.0163
Si	25.7898	4.0765	2.7041	-0.0063	0.0066	0.0249
Si	23.0327	6.7666	2.6391	0.0451	0.0391	-0.0245
Si	25.7816	9.5546	2.8118	-0.0363	-0.0012	0.0395
Si	23.2109	12.2737	2.8619	0.0096	-0.0217	0.0329
Si	25.8535	14.9602	2.706	-0.0069	-0.0448	-0.0146
Si	28.526	1.4035	2.7419	-0.0072	0.0152	0.0176
Si	31.2147	4.1101	2.7971	0.0062	0.005	0.0376
Si	28.5652	6.9171	2.8421	-0.0044	-0.0046	0.0226
Si	31.2523	9.5407	2.6957	-0.0081	-0.0171	-0.0305
Si	28.4784	12.3035	2.7379	-0.0095	0.0356	0.0082
Si	31.2628	15.0035	2.9333	-0.0047	-0.0008	0.0496
Si	0.0302	0.0643	4.1806	0.0073	-0.001	-0.0155
Si	2.783	2.7721	4.0924	0.0004	0.0114	-0.0002
Si	-0.0586	5.4688	4.1434	0.0225	0.0087	-0.0234
Si	2.6739	8.1079	4.153	0.0121	-0.0217	-0.0157
Si	-0.045	10.8738	4.1172	-0.0066	-0.0117	-0.009
Si	2.7332	13.5919	4.1286	0.0217	0.023	0.0059
Si	5.4513	0.0386	4.0233	0.014	0.0087	-0.027
Si	8.1562	2.7017	4.0511	-0.0209	0.0091	-0.0166
Si	5.4244	5.4498	4.0314	-0.001	-0.0016	0.0096
Si	8.1814	8.1334	4.0529	0.0074	0.0087	-0.0006
Si	5.4848	10.9093	4.096	-0.0025	0.0037	-0.0312
Si	8.2062	13.5746	4.062	-0.0199	-0.0147	0.0085
Si	10.92	16.2927	4.0246	0.0005	0.0171	-0.0008
Si	13.6351	2.6749	3.9499	-0.0018	0.0209	-0.0055
Si	10.9689	5.4459	4.0273	0.0038	-0.0111	0.022
Si	13.5739	8.1269	4.0832	-0.025	0.0005	-0.0116
Si	10.909	10.8138	3.9807	0.0058	-0.0002	-0.0304
Si	13.6237	13.5451	4.1076	0.0098	0.0015	-0.0062
Si	16.3079	16.3205	3.9841	0.0308	-0.0373	-0.0389
Si	19.0187	2.7647	3.9878	0.0133	0.0008	-0.0335
Si	16.309	5.336	4.028	-0.0359	0.0186	-0.0236
Si	19.0367	8.1322	4.1275	-0.0219	0.0095	-0.0419
Si	16.3435	10.8232	4.1128	-0.0187	0.0166	-0.0384
Si	19.0717	13.6101	4.282	0.0355	-0.0114	0.0431
Si	21.7345	16.3286	4.1928	0.0342	-0.001	0.0054
Si	24.4792	2.7473	4.1445	0.0165	-0.0015	-0.0168
Si	21.712	5.4363	4.0459	-0.0048	-0.0127	-0.0019
Si	24.4086	8.1248	4.0666	-0.0147	0	-0.0274
Si	21.8293	10.8967	4.1967	-0.0388	0.0208	-0.0264
Si	24.5512	13.6419	4.1719	0.0049	0.0015	-0.0039
Si	27.1815	0.0175	4.0877	-0.001	-0.0045	0.0002
Si	29.8748	2.7351	4.1345	0.0272	-0.006	-0.0081
Si	27.162	5.4637	4.0773	-0.0142	-0.0362	-0.0455
Si	29.9491	8.2278	4.1633	0.0114	0.0062	0.0139
Si	27.1644	10.9255	4.1382	0.0314	0.0169	-0.0346
Si	29.8516	13.6095	4.1688	-0.0356	0.0048	-0.027
Si	1.4145	15.0199	21.7953	-0.0167	0.0221	0.0109
Si	4.1357	1.3664	21.7678	0.0502	-0.0348	0.0189
Si	1.3354	4.0674	21.6926	-0.0031	0.0004	0.0096
Si	4.0613	6.8084	21.7264	-0.0229	0.0285	0.0046
Si	1.3642	9.5154	21.7013	-0.0049	-0.0254	-0.0062
Si	4.1086	12.3001	21.7541	0.0157	0.0062	0.0179
Si	6.8064	14.9765	21.7099	0.0146	-0.0026	-0.0156
Si	9.5407	1.374	21.7606	0.0112	-0.0002	-0.0022
Si	6.7917	4.0795	21.7932	-0.0234	-0.0078	-0.0018
Si	9.5239	6.8084	21.7634	0.0005	0.0136	0.0132
Si	6.8164	9.5508	21.7245	-0.0022	0.0092	0.0036
Si	9.5437	12.2129	21.7276	-0.0035	-0.0221	0.0033
Si	12.249	14.9924	21.7652	-0.01	0.0072	0.0066
Si	14.9596	1.3913	21.791	0.0229	0.002	0.0119
Si	12.2794	4.1025	21.7594	0.0218	-0.0042	0.0129
Si	14.9659	6.8002	21.8226	0.0146	0.0172	-0.0023
Si	12.2294	9.5262	21.7784	-0.0053	-0.0066	0.0025
Si	14.9579	12.2856	21.7586	-0.0146	0.0127	0.007
Si	17.6639	14.9734	21.7678	0.012	-0.0172	-0.0025
Si	20.3759	1.3555	21.801	0.0066	0.0029	0.0128
Si	17.6542	4.0968	21.806	-0.0187	0.0139	0.0029
Si	20.4091	6.7821	21.7936	0.0025	-0.0086	0.0153
Si	17.7029	9.5039	21.7711	-0.0081	-0.0017	-0.0027
Si	20.3795	12.2252	21.7333	-0.0084	0.0085	-0.0031
Si	23.0734	14.9386	21.7249	-0.0121	-0.0033	-0.0124
Si	25.8107	1.3078	21.7143	0.0075	0.0021	0.0047
Si	23.0638	4.0213	21.7387	-0.0059	-0.0132	0.0003
Si	25.8044	6.7433	21.7165	-0.0045	0.0027	0.0134
Si	23.1373	9.4733	21.7267	-0.0046	-0.0106	-0.005
Si	25.864	12.193	21.7501	0.0044	0.009	0.0196
Si	28.561	14.9215	21.7474	-0.0004	-0.0236	0.0207
Si	-1.3039	1.3701	21.7485	0.0066	0.0065	0.0123
Si	28.5279	4.0584	21.7092	-0.0244	0.0091	0.0049
Si	-1.3807	6.8011	21.7218	0.0071	0.0164	0.0205
Si	28.557	9.5084	21.7036	0.0007	-0.014	0.0222
Si	-1.34	12.2859	21.7084	0.0232	0.0157	0.0164
Si	2.8154	16.3665	23.187	-0.0617	-0.0234	0.0289
Si	5.4394	2.7219	23.19	0.0051	0.017	0.055
Si	2.6773	5.4154	23.0349	0.013	0.0166	-0.0191
Si	5.4091	8.2204	23.0405	0.0219	0.0037	0.0069
Si	2.7216	10.898	23.0272	-0.0013	-0.0027	-0.0197
Si	5.4734	13.6749	23.1319	-0.0262	0.0062	0.0215
Si	8.1387	16.3331	23.0699	-0.0083	0.0075	0.0149
Si	10.9586	2.7123	23.0943	-0.025	-0.032	-0.0109
Si	8.1733	5.4405	23.1188	-0.0005	0.0185	0.0405
Si	10.859	8.1698	23.1505	0.0075	0.0111	0.0137
Si	8.2021	10.8607	23.1148	0.0148	0.0182	-0.0014
Si	10.9009	13.5761	23.0661	0.0312	-0.0126	-0.0193
Si	13.5964	16.3606	23.1518	-0.019	0.0152	-0.0013
Si	16.2565	2.7901	23.185	-0.0363	0.0088	0.0141
Si	13.572	5.4659	23.1922	0.02	-0.012	0.0155
Si	16.3849	8.1372	23.1558	-0.0148	-0.0302	0.0393
Si	13.5798	10.9375	23.09	0.0271	0.0531	0.0026
Si	16.306	13.6417	23.1469	-0.0197	0.006	0.0201
Si	19.0173	16.3059	23.1492	0.0018	0.0082	0.0357
Si	21.7352	2.7016	23.1882	0.0024	0.0089	0.0006
Si	19.0505	5.4223	23.1656	-0.0073	0.0003	0.0241
Si	21.8125	8.1314	23.1287	0.0333	0.0077	0.0382
Si	19.0546	10.8735	23.122	0.015	-0.0083	0.0248
Si	21.7297	13.5739	23.0879	-0.0177	0.0081	0.0232
Si	24.4039	16.3091	23.0713	-0.0098	0.011	0.0153
Si	27.188	2.6545	23.0467	-0.004	0.0179	0.0111
Si	24.4233	5.3673	23.0633	0.0155	0.0121	0.0176
Si	27.1944	8.1057	23.0265	0.0052	-0.0217	-0.0068
Si	24.5195	10.7898	23.0867	0.0011	-0.0112	-0.0105
Si	27.2159	13.5439	23.1338	0.0169	-0.038	0.0442
Si	-2.6827	16.3038	23.0424	0.0215	-0.0013	0.0066
Si	0.0466	2.7372	23.1406	0.0084	-0.0142	0.036
Si	-2.7639	5.4284	23.0563	0.0089	-0.0053	-0.0015
Si	-0.0103	8.1718	23.0649	-0.0113	0.0249	0.0099
Si	-2.7325	10.9265	23.0131	-0.017	0.0192	0.0102
Si	0.019	13.6439	23.0952	-0.0268	-0.018	0.0099
Si	1.5371	1.5059	24.5431	0.0587	0.0288	-0.0295
Si	3.9676	4.0977	24.4774	-0.0248	-0.0659	-0.0268
Si	1.2976	6.725	24.3857	-0.0103	-0.0031	-0.0261
Si	4.0665	9.5926	24.4145	-0.0188	0.0107	-0.0047
Si	1.3985	12.2511	24.394	-0.0267	-0.023	-0.0401
Si	4.1695	15.0103	24.6091	0.041	-0.001	-0.0445
Si	6.8576	1.3475	24.5303	-0.0124	-0.0316	-0.0428
Si	9.6095	4.0552	24.4201	0.0067	-0.0024	-0.0314
Si	6.7463	6.8507	24.3698	-0.0021	0.0013	-0.0483
Si	9.5046	9.4939	24.5505	-0.0247	0.0074	0.0082
Si	6.8643	12.2816	24.4069	0.037	-0.0013	-0.0439
Si	9.5199	14.9461	24.3443	-0.0061	-0.0338	0.0011
Si	12.3011	1.4317	24.5607	0.0304	0.0513	0.0128
Si	14.9068	4.1587	24.631	0.0241	-0.0414	-0.015
Si	12.1846	6.8217	24.5478	0.0013	-0.043	-0.0367
Si	14.9916	9.5893	24.3659	-0.0086	0.0415	-0.0396
Si	12.2064	12.2483	24.5084	-0.0235	0.0232	-0.0351
Si	14.9075	14.9841	24.5218	0.0105	-0.0418	0.0075
Si	17.6299	1.3898	24.4605	0.0281	-0.0023	-0.0356
Si	20.3824	4.0704	24.5737	0.0014	0.003	0.0173
Si	17.7618	6.7846	24.5763	-0.0376	0.026	-0.0176
Si	20.49	9.5504	24.4592	-0.0089	0.01	-0.0311
Si	17.6898	12.2614	24.4578	0.0108	-0.0144	-0.0225
Si	20.3837	14.9105	24.5017	-0.0157	0.0106	-0.0479
Si	23.0695	1.2919	24.5354	-0.0015	-0.006	-0.0139
Si	25.7368	3.9332	24.3678	-0.0224	-0.0285	-0.0125
Si	23.1332	6.7094	24.5011	-0.0072	-0.0292	-0.0377
Si	25.8668	9.383	24.4486	-0.0405	0.0357	0.0096
Si	23.1329	12.176	24.3578	0.0151	-0.0138	-0.0451
Si	25.7559	14.9294	24.3667	0.0042	-0.0364	-0.0237
Si	28.5977	1.3208	24.3853	-0.0046	0.0132	-0.027
Si	-1.4481	4.0533	24.4193	-0.0063	-0.0066	-0.0139
Si	28.5079	6.7677	24.4205	-0.0041	0.0108	0.0304
Si	-1.3533	9.6285	24.3496	0.035	-0.0333	-0.0264
Si	28.6047	12.1692	24.5205	0.0134	-0.0135	-0.0275
Si	-1.329	15.0176	24.4577	0.0079	0.0119	-0.0107
Si	0.1571	16.396	25.7148	-0.0404	-0.0187	0.0365
Si	2.7373	2.9129	26.1487	-0.0599	0.0106	0.0917
Si	-0.1468	5.4303	25.7694	0.0006	0.0409	0.0482
Si	2.6801	8.1166	25.6445	0.0366	0.0124	0.0041
Si	0.0034	10.9712	25.774	-0.0044	0.0256	0.0061
Si	2.777	13.5141	25.8115	0.0484	0.0149	0.0891
Si	5.4905	16.4243	26.0416	0.0092	-0.0153	0.0687
Si	8.3681	2.6639	25.8095	0.0381	-0.0855	0.0169
Si	5.3783	5.472	25.6763	-0.0067	0.0314	0.0071
Si	8.0673	8.1142	25.8361	-0.0088	0.0696	0.0765
Si	5.4845	10.9922	25.7432	-0.02	-0.0399	0.0369
Si	8.1988	13.6356	25.7792	-0.0193	-0.018	0.0602
Si	10.904	16.258	25.6816	-0.016	0.0229	0.0248
Si	13.5213	2.8427	26.0904	-0.0262	0.0255	0.0479
Si	10.7864	5.4328	25.8996	0.0418	0.0283	0.095
Si	13.619	8.2733	25.7076	-0.0228	-0.0186	0.0294
Si	10.844	10.8777	25.9098	0.0318	0.0197	0.0488
Si	13.5684	13.6131	25.9061	-0.0143	-0.0126	0.0468
Si	16.2103	16.4261	25.8261	-0.0269	0.0095	0.0072
Si	19.0036	2.6751	25.8831	-0.005	-0.0244	0.0667
Si	16.342	5.4891	25.9918	-0.0231	0.0088	0.0027
Si	19.202	8.2005	25.8501	-0.001	-0.0195	0.0461
Si	16.3197	10.9322	25.7851	-0.0386	-0.0046	0.0415
Si	19.0315	13.5371	25.8824	0.0263	0.0122	0.0337
Si	21.7414	16.2356	25.9201	-0.001	-0.003	0.0706
Si	24.4342	2.6226	25.8954	0.0054	0.0072	0.0615
Si	21.7269	5.4446	25.9551	-0.0054	0.0308	0.0502
Si	24.6278	7.9483	25.8522	0.0365	-0.036	0.0167
Si	21.8971	10.8628	25.8289	0.0009	-0.0266	0.0612
Si	24.4363	13.5207	25.7129	-0.008	0.0396	0.0372
Si	27.1496	16.3003	25.6249	-0.0061	0.0214	0.0182
Si	-2.7161	2.6393	25.8306	0.0065	0.0117	0.0725
Si	27.1366	5.2602	25.6452	0.0249	0.0313	0.0421
Si	-2.7527	8.268	25.6194	-0.0723	0.0036	0.0147
Si	27.1958	10.7046	25.8387	0.0247	0.0148	0.0561
Si	-2.6669	13.6338	25.8449	-0.0457	-0.0369	0.0258
Si	1.3395	14.851	27.0179	0.1904	0.1747	-0.6868
Si	4.6262	1.9473	27.3491	-0.2472	-0.2909	-0.7984
Si	0.8267	4.0231	27.3596	0.3399	0.0801	-0.6274
Si	4.1987	7.0023	27.0179	-0.2389	-0.309	-0.58
Si	1.1153	9.2646	26.8937	0.1049	0.1826	-0.6089
Si	4.2136	12.3039	27.2643	-0.0843	-0.0098	-0.6479
Si	7.1922	15.2394	27.1641	-0.4192	-0.195	-0.7719
Si	9.5152	1.0355	27.1725	0.1937	0.3255	-0.6923
Si	6.8675	4.0982	26.7987	-0.0081	0.0299	-0.5007
Si	8.9553	6.3431	27.0835	0.0537	0.0195	-0.7594
Si	6.4329	9.28	27.045	0.439	0.2291	-0.677
Si	9.6949	12.4977	27.1895	-0.1831	-0.2754	-0.6756
Si	11.9112	14.7423	27.1378	0.3108	0.1031	-0.7332
Si	15.1792	1.6849	27.3061	-0.1879	-0.1039	-0.7161
Si	12.1671	4.3408	27.4787	0.0225	-0.2095	-0.7294
Si	15.2982	7.3537	27.0156	-0.1308	-0.4074	-0.6868
Si	12.4974	9.7454	27.1416	-0.1688	-0.0951	-0.7032
Si	14.6975	11.9767	27.1396	0.2022	0.1673	-0.8086
Si	17.7258	15.154	27.0177	-0.0488	-0.2864	-0.7322
Si	20.0257	0.9611	27.1599	0.2203	0.2174	-0.8661
Si	17.4894	3.8419	27.254	0.0985	0.173	-0.736
Si	20.7808	7.1863	27.2974	-0.2357	-0.2615	-0.7709
Si	17.6434	9.4537	27.0236	0.1915	0.3103	-0.7204
Si	20.7206	12.4137	27.1571	-0.2133	-0.1175	-0.7724
Si	22.9448	14.604	27.1478	0.0872	0.2479	-0.7484
Si	26.084	1.4232	27.1025	-0.2883	-0.0991	-0.6954
Si	23.2514	4.1975	27.2108	-0.1333	-0.2091	-0.7136
Si	25.6707	6.2171	27.188	0.1294	0.3083	-0.7746
Si	23.1535	9.2487	27.0556	0.0483	0.2166	-0.741
Si	26.009	12.3477	26.9732	-0.2404	-0.2674	-0.7564
Si	28.1739	14.703	26.9242	0.3148	0.1585	-0.684
Si	-1.0657	1.5069	27.0707	-0.0478	-0.0121	-0.6209
Si	28.2213	3.7181	27.0189	0.2072	0.0448	-0.7519
Si	-1.2623	7.1307	26.9401	-0.1749	-0.2411	-0.6898
Si	28.7247	9.5273	27.2173	-0.2014	-0.0834	-0.7193
Si	-0.9477	12.6579	27.1393	-0.3112	-0.2695	-0.7183
Si	-1.4309	16.4093	36.2458	-0.1295	0.1175	0.051
Si	1.9619	1.5574	31.7108	-0.1309	-0.0246	-0.0159
Si	21.6265	12.1303	33.7346	0.0597	-0.0243	-0.0804
Si	-4.426	3.6934	35.7496	0.0132	-0.078	0.1477
Si	1.5613	15.3685	29.9338	-0.0214	-0.0086	-0.1595
Si	2.7507	2.048	34.552	-0.1323	0.1344	-0.0083
Si	2.6561	13.3879	32.0321	0.0058	-0.0148	0.1377
Si	8.9665	13.3088	36.6018	-0.1242	0.0411	0.1631
Si	3.9943	2.8378	29.9626	0.1185	-0.1838	-0.0774
Si	5.4725	16.4689	36.408	-0.0146	-0.1146	0.0057
Si	9.6883	6.939	30.0132	0.0122	-0.1201	-0.0369
Si	14.0919	6.1707	29.3237	-0.2644	-0.0064	-0.0684
Si	5.8513	13.6425	29.3193	-0.1778	0.0313	-0.0985
Si	14.7538	7.6543	35.6919	-0.0608	0.0477	0.2352
Si	12.1258	7.3679	34.3752	0.0731	0.0402	-0.0297
Si	8.3583	1.2077	35.7211	-0.0066	-0.1937	0.1737
Si	11.3995	9.399	29.9875	-0.0087	-0.0424	-0.1788
Si	18.7235	13.2645	33.7067	-0.1526	0.0288	-0.1244
Si	18.8267	11.2581	29.251	-0.0931	-0.1035	-0.1566
Si	24.8826	16.2313	32.3696	0.008	-0.0323	-0.1652
Si	16.1292	5.4303	31.1291	0.0164	0.1041	-0.1855
Si	19.0604	13.8821	36.5398	-0.0129	-0.0575	0.1206
Si	12.3842	0.8869	34.4875	0.0079	-0.0159	0.0692
Si	19.115	2.079	34.3271	0.1173	0.1182	-0.0049
Si	14.0383	1.0822	30.2404	0.0302	0.0564	-0.0828
Si	16.8788	3.8219	35.6813	-0.0324	-0.057	0.2487
Si	27.643	5.4352	29.3701	-0.0582	0.0603	-0.1088
Si	-1.1923	9.95	33.9593	0.1469	-0.0753	0.0617
Si	25.4429	10.1622	32.1153	0.0027	0.0517	0.0205
Si	27.0278	4.1347	32.0048	-0.0113	-0.0941	-0.0791
Si	20.7412	16.4486	36.1463	0.0678	-0.0401	0.0689
Si	-2.2315	15.5349	33.4704	0.0424	-0.0217	0.1727
Si	24.7803	8.7151	36.6107	0.0619	-0.0716	0.1561
Si	1.2721	13.3062	34.586	-0.0572	0.0281	-0.0312
Si	-3.0751	7.5364	29.3392	0.0258	0.1693	-0.2563
Si	-3.8926	14.4711	29.7366	0.0221	0.0375	-0.014
Si	27.6675	14.9376	32.4591	-0.0178	-0.1262	0.0846
Si	7.7845	6.2047	32.1527	0.0134	0.0457	0.0365
Si	9.5431	11.7743	30.1539	-0.1381	0.0849	-0.0611
Si	24.2052	2.9374	32.3005	-0.0584	0.0181	-0.0442
Si	-1.4576	16.2302	29.6791	-0.041	0.0645	-0.2069
Si	-1.4801	9.697	30.892	0.0087	0.0003	0.0013
Si	0.8612	6.0203	29.9799	-0.029	-0.1205	-0.1047
Si	3.6447	5.6287	29.7493	0.0017	0.1193	-0.0958
Si	4.9122	4.0471	34.6427	-0.1111	0.0911	-0.0167
Si	1.251	9.1868	29.7605	0.1081	-0.0049	0.0612
Si	3.9189	9.4447	34.5465	-0.0501	0.089	-0.0041
Si	6.6916	8.5012	33.8727	0.1372	0.1874	0.0544
Si	5.4355	4.5739	31.7466	-0.1089	-0.0755	-0.0415
Si	5.4917	10.7281	29.3172	-0.194	-0.083	-0.1532
Si	4.735	14.5455	34.0924	-0.1326	0.0471	0.0389
Si	11.3958	4.2962	30.2864	-0.1539	-0.1189	-0.1492
Si	9.6371	11.1915	34.8796	-0.0073	-0.0124	0.1119
Si	21.6123	4.0001	33.8957	-0.0351	-0.16	0.0014
Si	13.9877	2.8415	36.4793	0.0388	0.08	0.1127
Si	9.8274	5.5215	34.3777	-0.0141	-0.0793	-0.0287
Si	10.0351	15.4817	34.551	0.0317	-0.0664	-0.1404
Si	20.6879	9.4802	34.245	0.0557	-0.0148	0.0485
Si	13.629	9.6095	34.1225	0.0674	0.016	-0.0731
Si	-2.6059	7.3754	34.3632	0.068	-0.1198	-0.138
Si	16.4988	13.399	29.1981	-0.0382	-0.0029	-0.1204
Si	24.0826	13.6833	33.4997	0.0685	-0.0484	-0.0295
Si	27.0908	10.9232	36.6414	0.0499	-0.0704	0.0755
Si	18.5797	16.1244	32.1549	0.0557	-0.1405	0.073
Si	18.4959	10.621	32.2342	-0.2365	0.1107	0.0233
Si	18.6527	4.1268	30.1419	0.0251	0.0295	-0.2153
Si	24.3577	16.347	29.2308	0.11	-0.0151	0.0021
Si	27.3002	6.1231	34.1926	0.1125	-0.0144	0.0432
Si	21.9345	6.9099	32.8387	0.0208	-0.0056	-0.0258
Si	3.7922	12.1951	35.8276	-0.0258	0.0743	0.0447
Si	13.2198	7.9593	31.824	0.0875	-0.0476	-0.0484
Si	26.7497	12.3601	33.9064	-0.0891	0.0116	0.0404
Si	-1.7136	12.8906	34.499	0.1295	-0.0109	0.0967
Si	-3.0248	3.3215	33.1061	-0.1525	0.0937	-0.012
Si	24.6686	10.8081	29.3103	0.0495	-0.0366	-0.0161
Si	-2.6119	13.8801	37.0489	0.0071	0.1139	0.0799
Si	22.7635	2.5338	29.7597	-0.0712	0.0488	-0.0583
Si	3.0087	5.6705	36.3651	-0.1855	0.0872	0.1119
Si	1.519	15.9899	35.8875	-0.0865	-0.1117	0.1306
Si	-1.0099	5.5586	32.4015	0.027	0.0787	0.1008
Si	1.1133	8.8986	35.6763	-0.1569	0.1101	0.1083
Si	-0.7008	6.3195	36.2453	0.0381	0.0703	0.0988
Si	24.7438	7.7207	33.7748	-0.0719	0.1539	-0.021
Si	12.6074	12.3405	34.5534	0.0113	0.0279	-0.036
Si	13.9441	13.7661	36.7102	0.0341	0.0145	0.0632
Si	6.7489	14.0315	32.0432	0.019	-0.121	-0.0934
Si	7.7687	4.0206	35.8029	-0.072	0.0265	0.2245
Si	8.6154	8.7676	36.35	0.0107	-0.0404	0.1266
Si	7.8239	11.0528	32.4413	-0.0412	0.0446	0.0265
Si	3.5645	10.4322	31.5279	-0.0945	0.0509	-0.1723
Si	15.7705	15.1786	31.52	0.0001	0.0771	-0.0176
Si	11.4069	3.2105	33.003	-0.0802	0.0788	-0.1305
Si	9.6806	14.6203	31.5521	0.0627	-0.0125	-0.0137
Si	17.4317	6.6755	34.7246	0.078	0.1145	0.0749
Si	20.178	6.6298	30.3944	0.009	0.0353	-0.0331
Si	13.9464	3.7314	31.7423	0.0254	-0.1186	-0.0424
Si	17.7339	7.8068	31.9706	-0.0063	0.0684	-0.0336
Si	-1.0107	1.3305	32.0816	0.0999	0.0342	-0.0419
Si	23.369	3.4374	36.2928	-0.0122	-0.0498	-0.1013
Si	11.2988	0.1893	29.5053	-0.0861	-0.1023	-0.1722
Si	19.1282	8.3284	36.6882	-0.0139	-0.0016	0.1023
Si	14.092	14.852	33.989	-0.0797	-0.0806	0.0377
Si	-2.7168	11.7102	29.2136	-0.031	-0.0737	-0.0414
Si	25.7327	2.0975	36.0202	0.0258	-0.141	0.0296
Si	20.1192	1.516	30.2296	0.0091	-0.168	-0.0421
Si	23.2477	11.8405	31.537	-0.0537	0.0212	-0.0807
Si	23.4631	0.5076	36.3139	0.1101	0.0491	-0.0644
Si	1.0129	4.7394	34.6062	0.0772	-0.014	0.0183
Si	1.3825	14.9728	5.4844	-0.0008	0.0133	-0.0087
Si	4.1145	1.3757	5.4357	0.0156	-0.0038	-0.005
Si	1.3716	4.1094	5.4443	-0.0026	-0.0067	-0.0226
Si	4.0791	6.768	5.4587	-0.0001	-0.0059	0.0092
Si	1.3351	9.5181	5.4756	-0.0127	0.0065	-0.0232
Si	4.1107	12.2447	5.4658	0.0124	-0.0018	0.0085
Si	6.8194	14.9688	5.3808	-0.014	0.0092	-0.024
Si	9.5333	1.3296	5.3848	-0.0015	-0.0212	-0.0063
Si	6.8048	4.0854	5.3953	-0.0189	0.0035	-0.0129
Si	9.561	6.7759	5.3949	-0.0014	-0.0012	-0.015
Si	6.8402	9.5157	5.4239	-0.0145	-0.0064	-0.0154
Si	9.5758	12.1993	5.386	0.0136	-0.0102	-0.0213
Si	12.2561	14.9386	5.4176	0.0056	0.0133	0.0006
Si	14.9634	1.3407	5.3763	0.0035	0.0009	-0.0268
Si	12.2987	4.0472	5.3626	-0.0049	-0.012	-0.005
Si	14.961	6.7393	5.3882	0.0239	-0.0128	-0.0155
Si	12.2221	9.489	5.425	-0.0158	0.0202	-0.0006
Si	14.9834	12.2008	5.4603	-0.0044	-0.0201	-0.0087
Si	17.6424	15.0119	5.4667	-0.0307	0.0113	-0.0096
Si	20.3462	1.4113	5.4397	-0.0165	-0.0093	-0.018
Si	17.6759	4.0506	5.4272	0.0112	0.0074	-0.0044
Si	20.3938	6.7768	5.4656	0.0116	-0.0038	-0.0083
Si	17.6795	9.4783	5.4861	0.0187	0.0058	0.0108
Si	20.4463	12.2269	5.557	0.0137	-0.0084	0.0152
Si	23.1363	14.9751	5.5071	-0.014	-0.0086	-0.0091
Si	25.8318	1.3663	5.476	0.0083	-0.0025	-0.0109
Si	23.0851	4.1068	5.4472	-0.0084	0.0103	-0.0158
Si	25.7991	6.8047	5.4426	-0.0068	0.001	-0.0049
Si	23.1347	9.4863	5.5114	0.0171	0.0025	-0.0068
Si	25.8501	12.2616	5.5388	0.0103	0.0066	0.002
Si	28.5215	14.9958	5.4987	-0.0132	-0.011	-0.0083
Si	31.2659	1.4007	5.4969	-0.0033	-0.0013	0.0043
Si	28.5183	4.1097	5.4647	-0.0127	0.0053	-0.0051
Si	31.2622	6.8296	5.5166	-0.0057	-0.0046	0.0049
Si	28.55	9.5705	5.4852	0.0088	0.0173	-0.0146
Si	31.244	12.2378	5.483	0.0051	0.0081	-0.0059
Si	2.7509	16.3423	6.8119	0.0067	-0.0139	0.0008
Si	5.4715	2.7289	6.7892	-0.0018	-0.0085	0.0106
Si	2.7286	5.4309	6.8327	0.0246	-0.0005	0.0025
Si	5.4579	8.1586	6.777	-0.0163	0.0074	-0.0047
Si	2.7279	10.8801	6.8052	0.0097	0.0054	-0.0052
Si	5.4722	13.6256	6.7869	-0.019	0.0001	-0.0009
Si	8.184	16.3015	6.7645	0.0021	0.0002	0.0024
Si	10.9003	2.7095	6.7273	-0.0081	0.0176	-0.0012
Si	8.1768	5.435	6.7556	0.0084	-0.0012	-0.0022
Si	10.8796	8.1371	6.7902	-0.0058	0.0031	0.0057
Si	8.2022	10.8715	6.7762	0.0036	-0.007	-0.0078
Si	10.8986	13.5741	6.7714	-0.0032	0.0014	0.0023
Si	13.6093	16.3142	6.7648	-0.0063	-0.0026	-0.0052
Si	16.3157	2.6858	6.7731	0.0228	-0.0205	-0.0003
Si	13.617	5.3996	6.7713	0.0025	-0.017	-0.0004
Si	16.2986	8.1054	6.7915	0.0004	0.0156	-0.0031
Si	13.5935	10.8492	6.7885	-0.0055	0.0018	-0.001
Si	16.3123	13.6018	6.8102	0.006	0.0149	-0.0147
Si	19.0152	0.0364	6.8187	-0.0191	0.0198	-0.0042
Si	21.7295	2.7419	6.8072	-0.0014	0.0003	-0.006
Si	19.0201	5.4187	6.8039	-0.0108	0.009	-0.0013
Si	21.7459	8.1378	6.8404	-0.0078	0.0038	-0.0148
Si	19.0391	10.853	6.8442	0.0026	-0.0005	-0.0103
Si	21.7918	13.6094	6.8789	0.0106	-0.0228	-0.0054
Si	24.4788	16.3419	6.8543	0.0045	-0.0017	-0.0011
Si	27.1893	2.7295	6.8299	0.0021	-0.0036	-0.0053
Si	24.4515	5.4517	6.8179	-0.0042	-0.0034	-0.0063
Si	27.1783	8.1695	6.8021	0.003	0.0014	-0.0145
Si	24.4866	10.8698	6.8578	0.0097	-0.0135	-0.008
Si	27.1967	13.6297	6.8791	-0.0024	-0.0011	0.0017
Si	29.9128	16.34	6.8393	0.0009	-0.0016	-0.0051
Si	0.01	2.7567	6.822	-0.0028	-0.005	-0.0064
Si	29.8886	5.4546	6.8346	0.0066	0.0145	-0.001
Si	-0.0004	8.1715	6.8603	-0.0006	-0.0142	-0.0048
Si	29.9064	10.8969	6.8669	-0.0136	0.0063	-0.0035
Si	-0.0042	13.6056	6.8153	-0.0027	0.0047	-0.0119
Si	1.3721	1.3754	8.1644	-0.0077	-0.0008	-0.0047
Si	4.1014	4.0673	8.1648	-0.0196	-0.001	0.0098
Si	1.3753	6.8035	8.1878	0.0043	0.0107	0.0001
Si	4.0972	9.5154	8.1495	-0.0015	-0.0086	-0.0035
Si	1.3676	12.2444	8.1648	-0.0008	-0.0016	-0.0047
Si	4.1087	14.9724	8.1598	0.0126	0.0139	0.0043
Si	6.8325	1.3541	8.1327	-0.0027	0.0052	-0.0029
Si	9.5409	4.0671	8.1083	-0.0066	-0.0065	-0.0062
Si	6.8212	6.7955	8.1315	0.007	0.006	-0.0038
Si	9.5342	9.507	8.1519	0.0047	-0.0064	0.0107
Si	6.8314	12.2418	8.1289	0.0082	0.0146	-0.0001
Si	9.5346	14.9391	8.129	-0.0112	-0.0146	0.0008
Si	12.2434	1.3557	8.1174	0.0032	-0.0076	0.0014
Si	14.9683	4.0529	8.1409	0.0048	0.0245	0.0107
Si	12.2528	6.7719	8.1296	-0.0091	-0.0037	-0.001
Si	14.9517	9.4889	8.1461	-0.0079	-0.0161	-0.0031
Si	12.2495	12.2238	8.1478	0.0035	0.0045	-0.0001
Si	14.9469	14.9583	8.1558	0.0067	-0.0028	0.0076
Si	17.6574	1.3651	8.1827	0.0022	-0.0154	0.0149
Si	20.379	4.0825	8.1808	0.0019	-0.003	0.0076
Si	17.6661	6.7765	8.1657	0.0005	-0.0035	0.0058
Si	20.3914	9.4979	8.1997	-0.012	-0.0009	0.0073
Si	17.6766	12.2409	8.1695	0.0112	0.0018	-0.0087
Si	20.3865	14.9818	8.1737	0.0179	-0.0006	-0.0192
Si	23.0935	1.3821	8.177	-0.0022	-0.0122	-0.0106
Si	25.8153	4.0861	8.1746	-0.0064	-0.0092	-0.0008
Si	23.1092	6.7958	8.1983	0.006	0.0063	0.0132
Si	25.8471	9.5153	8.2014	0.005	0.0224	0.006
Si	23.1301	12.2284	8.2197	-0.0177	0.0126	0.0036
Si	25.8266	14.9793	8.2188	-0.0033	-0.0051	0.0093
Si	28.5555	1.3791	8.1929	-0.002	0.0029	0.0055
Si	31.2779	4.1042	8.1799	0.0067	0.0006	-0.005
Si	28.532	6.8154	8.1817	-0.0049	-0.0168	0.0009
Si	31.2727	9.5281	8.2052	0.0017	0.0027	0.0043
Si	28.5591	12.2617	8.2192	0.0152	0.015	0.0127
Si	31.2811	14.9684	8.1793	-0.0086	-0.0047	-0.0001
Si	0.0116	16.3308	9.5227	0.003	0.0025	0.0013
Si	2.7352	2.7225	9.528	0.0161	-0.0031	0.0068
Si	0.0048	5.4516	9.5399	-0.006	0.0038	0.0047
Si	2.7433	8.1659	9.5271	0.0025	-0.0063	0.0035
Si	0.0111	10.89	9.5378	-0.0031	0.0035	0.0034
Si	2.738	13.6077	9.5114	-0.0032	0.0084	-0.0002
Si	5.4696	16.3298	9.5113	-0.0065	-0.0046	0.0073
Si	8.1877	2.7167	9.4894	0.0062	-0.0101	0.007
Si	5.4626	5.4416	9.5046	0.0008	-0.0029	0.0025
Si	8.1696	8.1525	9.506	-0.0092	0.012	0.0059
Si	5.4631	10.8849	9.4945	-0.0077	0.0012	-0.0027
Si	8.1786	13.5937	9.5043	0.0051	0.0007	0.0072
Si	10.8906	16.3115	9.4844	-0.0051	0.0018	0.0061
Si	13.5966	2.706	9.4982	0.0017	-0.0005	-0.0002
Si	10.8861	5.4245	9.4906	-0.001	0.0042	0.0001
Si	13.5956	8.1369	9.5077	0.0036	-0.0008	0.0042
Si	10.8904	10.869	9.5109	-0.0042	0.0012	0.0047
Si	13.5962	13.5918	9.5126	-0.0096	0.0063	0.0032
Si	16.3048	16.3109	9.5262	0.0106	-0.0002	0.0047
Si	19.0228	2.7207	9.5377	-0.0047	0.0005	0.0077
Si	16.3095	5.4172	9.5191	0.0121	-0.0129	0.0049
Si	19.0194	8.1392	9.5362	0.0019	0.0078	-0.0017
Si	16.3084	10.8656	9.5069	-0.005	0.0068	-0.0042
Si	19.0341	13.6038	9.5272	-0.007	-0.0045	0.0017
Si	21.7455	16.3315	9.5383	-0.0048	0.0059	0.0034
Si	24.4607	2.7289	9.5391	-0.0025	0.0094	0.0032
Si	21.7424	5.4356	9.5441	-0.0043	-0.0006	0.002
Si	24.4733	8.1584	9.5492	-0.0027	-0.0075	-0.0001
Si	21.749	10.869	9.5523	0.0067	0.0019	-0.0021
Si	24.4781	13.6021	9.5675	0.0119	-0.0066	0.006
Si	27.1987	16.3381	9.5556	-0.0019	-0.0035	0.0052
Si	29.9254	2.735	9.539	0.0055	-0.0148	0.0026
Si	27.1807	5.4428	9.5355	-0.0029	0.014	-0.0028
Si	29.9071	8.1619	9.545	0.0006	0.0082	0.0051
Si	27.1996	10.8837	9.5578	0.0056	-0.0064	0.0021
Si	29.9302	13.6173	9.5562	0.0006	-0.0109	0.006
Si	1.3768	14.9671	10.8745	-0.0022	-0.0013	0.0002
Si	4.1027	1.3626	10.8757	-0.0068	-0.0062	0.0032
Si	1.3726	4.0851	10.8851	-0.0079	-0.0054	-0.0027
Si	4.1037	6.799	10.8746	0.0029	0.0077	-0.0009
Si	1.3765	9.5239	10.8838	0.0047	0.0026	-0.0013
Si	4.101	12.2416	10.8631	0.0011	-0.0015	-0.0026
Si	6.822	14.9587	10.866	-0.001	0.0048	-0.0001
Si	9.538	1.3533	10.8548	-0.0015	0.0009	-0.0012
Si	6.825	4.0768	10.8563	0.0011	0.0039	-0.0036
Si	9.5329	6.7901	10.8595	0.002	-0.0038	-0.0019
Si	6.8133	9.5206	10.8636	0.0028	-0.0073	-0.0009
Si	9.532	12.2338	10.869	0.0009	-0.0015	0.0006
Si	12.2385	14.9575	10.8654	0.0014	-0.0038	0.0029
Si	14.9472	1.3552	10.8772	-0.0012	-0.0109	0.0061
Si	12.2428	4.0713	10.8609	-0.0016	0.003	0
Si	14.9541	6.7866	10.8744	-0.0006	-0.0002	-0.0029
Si	12.2456	9.5062	10.8704	-0.0011	0.0037	-0.0028
Si	14.9563	12.2301	10.8713	0.0005	0	0.001
Si	17.6688	14.9552	10.886	-0.0066	0.0027	0.0017
Si	20.3829	1.361	10.8973	-0.0004	-0.0011	-0.0007
Si	17.6651	4.0752	10.8943	0.0095	0.0127	0.0081
Si	20.3827	6.7927	10.8997	-0.0048	-0.0015	0.0076
Si	17.6642	9.5145	10.8812	0.0088	-0.0025	-0.0001
Si	20.3867	12.2409	10.8933	0.0065	-0.0033	-0.0015
Si	23.1029	14.9661	10.9007	-0.0042	-0.0169	-0.0054
Si	25.8254	1.3709	10.9005	-0.0002	-0.0087	-0.0053
Si	23.1023	4.0785	10.9024	0.0002	-0.0013	-0.0007
Si	25.8286	6.7957	10.9044	-0.0021	-0.0023	0.0055
Si	23.1115	9.5144	10.907	0.0002	0.0072	0.0059
Si	25.8391	12.2405	10.9155	-0.0032	0.0032	0.0046
Si	28.5608	14.9725	10.906	0.0065	0.0055	0.0006
Si	-1.351	1.367	10.8866	-0.0029	0.002	0.002
Si	28.5534	4.0876	10.8914	0.0031	0.0034	-0.0028
Si	-1.3602	6.8063	10.8958	-0.0029	-0.0046	0.0011
Si	28.5597	9.5226	10.9099	0.0007	0.004	0.0017
Si	-1.3471	12.2483	10.8991	0.0014	0.0122	0.0034
Si	2.7395	16.3236	12.2327	0.0037	-0.0037	0.001
Si	5.4624	2.7278	12.2268	0	-0.0002	-0.0005
Si	2.7372	5.4467	12.2365	0.0042	0.0032	0.0006
Si	5.4587	8.1631	12.2315	-0.0061	0.006	0.0022
Si	2.7414	10.8859	12.2321	-0.0076	-0.0037	0.0007
Si	5.4584	13.6012	12.2258	-0.0015	0.0058	0.0025
Si	8.1786	16.3212	12.224	0.0024	-0.002	0.0021
Si	10.8885	2.713	12.2253	-0.0006	-0.0083	0.0004
Si	8.1756	5.4356	12.2255	-0.0005	-0.0017	0.0014
Si	10.8851	8.1504	12.2294	-0.0006	0.0054	0.0022
Si	8.1719	10.8765	12.2292	0.001	0.006	0.0019
Si	10.8851	13.5982	12.2304	-0.0042	0.0018	0.0018
Si	13.5937	16.3137	12.2357	-0.0034	0.0029	0.0001
Si	16.3036	2.7135	12.2448	0.0029	-0.002	-0.0009
Si	13.5936	5.432	12.2327	0.0037	-0.0004	0.0013
Si	16.3078	8.1526	12.2387	-0.0023	0.0004	-0.0013
Si	13.5996	10.8718	12.2334	0.0001	-0.0037	-0.0004
Si	16.3114	13.5901	12.2399	0.0096	-0.0049	0.0016
Si	19.0242	16.3154	12.2495	0.002	-0.0025	0.0018
Si	21.7452	2.7149	12.2572	0.0023	0.0052	0.002
Si	19.0231	5.4338	12.2545	-0.0003	-0.0045	0.0022
Si	21.744	8.1542	12.2563	0.0015	-0.0022	-0.0026
Si	19.0241	10.8752	12.2442	-0.0067	0.0071	-0.0004
Si	21.7447	13.5999	12.2544	-0.0002	0.0024	0.0025
Si	24.4696	16.3213	12.2554	0.0026	0.0064	0.0009
Si	27.1936	2.726	12.2523	-0.0044	0.0016	-0.0014
Si	24.465	5.4355	12.2584	-0.0023	0.0032	0.0011
Si	27.1942	8.1561	12.2566	-0.0021	0.0006	-0.0055
Si	24.4705	10.8777	12.2615	0.0001	-0.0015	-0.0029
Si	27.2031	13.6045	12.261	0.0069	-0.0069	-0.0026
Si	29.9275	16.3316	12.2514	-0.0001	-0.0093	-0.0012
Si	0.0122	2.7241	12.2427	0.0026	-0.0009	0.0033
Si	29.9197	5.4415	12.2492	0.0009	0.0059	-0.0011
Si	0.0111	8.1669	12.2428	-0.0042	0.0078	0.0009
Si	29.9291	10.8861	12.254	0.0041	-0.0062	0.0006
Si	0.0179	13.6117	12.2431	-0.0016	-0.0067	0.0008
Si	1.3775	1.3623	13.5935	-0.0005	0.0007	-0.0017
Si	4.101	4.0866	13.59	-0.0045	-0.0013	-0.0006
Si	1.374	6.8052	13.5973	-0.0033	0.0001	-0.0013
Si	4.0968	9.5221	13.5919	0.0036	-0.0027	0.0015
Si	1.3798	12.2457	13.5917	0.0044	0.0067	0.0026
Si	4.1001	14.9627	13.5879	-0.008	-0.0034	0.0022
Si	6.8205	1.3649	13.5841	-0.0004	-0.0011	-0.0035
Si	9.5325	4.0759	13.5881	0.0042	0.0009	-0.0013
Si	6.8186	6.7999	13.5876	0.0047	0.0028	-0.0016
Si	9.5307	9.5159	13.5903	-0.0027	-0.0056	-0.0018
Si	6.8146	12.2404	13.5892	0.0013	-0.0019	-0.0016
Si	9.531	14.9622	13.5916	-0.0013	0.0011	0.0008
Si	12.2427	1.3596	13.5966	0.0019	-0.0021	0.0018
Si	14.95	4.0802	13.6022	-0.0047	0.005	-0.002
Si	12.2427	6.7964	13.5971	0.0014	0.0006	-0.0031
Si	14.9558	9.5163	13.6012	0.0024	0.0015	-0.0006
Si	12.2432	12.2371	13.5918	0.0018	0.0045	-0.0023
Si	14.953	14.9544	13.5968	-0.0006	0.0025	-0.0015
Si	17.6638	1.3556	13.6049	-0.0006	-0.0019	0.0025
Si	20.3829	4.0737	13.6098	-0.002	0.0022	0.0018
Si	17.6648	6.7987	13.6062	0.0088	0.005	-0.0001
Si	20.3821	9.5171	13.6087	0.0038	0.0036	-0.0001
Si	17.6695	12.2353	13.6068	-0.0005	-0.0036	0.0005
Si	20.3832	14.9569	13.6117	-0.0017	-0.0081	-0.0015
Si	23.106	1.3536	13.6144	-0.0011	-0.0084	-0.0017
Si	25.8267	4.074	13.6126	0.0015	0.0065	0.0007
Si	23.1024	6.7932	13.6127	-0.0022	0.0022	0.0059
Si	25.8326	9.5144	13.6113	-0.0031	-0.0026	0.0015
Si	23.1048	12.2376	13.6115	0.0044	-0.0026	-0.0011
Si	25.833	14.9601	13.6113	-0.0008	-0.0079	-0.0019
Si	28.5583	1.3641	13.6063	0.0039	-0.0038	-0.0001
Si	-1.3536	4.0807	13.6006	-0.0075	-0.0022	-0.0049
Si	28.5567	6.7949	13.6089	0.0028	0.0024	0.0024
Si	-1.3476	9.5246	13.6045	0.0011	0.0001	0.0036
Si	28.5664	12.2431	13.6117	-0.0004	0.0044	0.0036
Si	-1.3489	14.9673	13.6007	-0.0016	0.0043	0.0021
Si	0.0134	16.3268	14.9538	-0.0035	-0.0095	-0.0027
Si	2.7394	2.7253	14.9463	0.0002	-0.0012	0.0048
Si	0.0112	5.4424	14.9526	0.001	0.004	-0.0001
Si	2.7351	8.1666	14.9559	-0.0015	0.0084	0.001
Si	0.0173	10.8894	14.9539	0.0004	-0.0002	-0.003
Si	2.7392	13.6055	14.9482	-0.0046	-0.0078	-0.001
Si	5.4597	16.3277	14.9428	0.0056	0.0008	-0.0004
Si	8.1737	2.7222	14.9528	-0.0017	-0.0046	-0.0016
Si	5.4566	5.4479	14.9525	0.004	0.0051	0.0004
Si	8.175	8.1572	14.9527	0.001	0.0024	0.0013
Si	5.4556	10.8819	14.9513	-0.0075	-0.0005	0
Si	8.1719	13.6028	14.9505	-0.0016	0.0044	0.004
Si	10.8867	16.3213	14.9573	-0.0024	0.0016	-0.0008
Si	13.5951	2.7223	14.9634	0.0046	-0.006	-0.0011
Si	10.8864	5.4353	14.9556	-0.0036	-0.0005	0.0002
Si	13.6001	8.1575	14.9625	0.0029	0.0042	0.0004
Si	10.8884	10.8767	14.9533	-0.0013	0.0041	-0.0048
Si	13.5982	13.5956	14.9592	-0.0007	-0.0074	-0.0012
Si	16.3065	16.3157	14.9628	0.0003	-0.007	0.0003
Si	19.0229	2.7146	14.9651	0.0034	0.0061	-0.0003
Si	16.3071	5.4405	14.9656	-0.0002	-0.0031	-0.0055
Si	19.023	8.1562	14.9684	-0.0066	-0.005	0.0018
Si	16.3131	10.8755	14.9669	0.0042	0.0001	0.0013
Si	19.0271	13.5949	14.9707	0.0006	0.008	0.0031
Si	21.7436	16.314	14.971	0.0038	0.0008	0.0016
Si	24.4685	2.7087	14.9717	0.0009	0.001	0.0023
Si	21.7405	5.4319	14.9679	-0.0011	-0.0043	-0.0001
Si	24.4675	8.1529	14.9636	0.0047	0.0056	-0.0031
Si	21.7429	10.8759	14.9678	0.0019	0.0019	0.0025
Si	24.4686	13.5964	14.9643	-0.0012	-0.0023	0.003
Si	27.1993	16.3181	14.9639	-0.0008	0.0043	0.0003
Si	29.9238	2.7216	14.959	0.005	0.0067	0.0017
Si	27.1919	5.4314	14.9632	-0.0033	-0.0004	-0.0008
Si	29.9248	8.1593	14.9526	-0.0001	-0.0012	-0.0038
Si	27.1985	10.8773	14.9583	-0.002	-0.0049	-0.0072
Si	29.9308	13.6066	14.9614	0.0037	-0.0041	-0.0018
Si	1.3756	14.9641	16.304	0.0068	0.0046	-0.0005
Si	4.1036	1.3697	16.3037	-0.0024	-0.0047	-0.0039
Si	1.3752	4.0807	16.306	0.0019	-0.0034	-0.0035
Si	4.0946	6.8053	16.3158	0.0013	0.0007	0.006
Si	1.377	9.5323	16.3135	-0.0098	-0.0028	0.0035
Si	4.0975	12.2476	16.3082	0.0011	0.0036	0.0007
Si	6.8163	14.9716	16.3071	-0.0046	0.0029	-0.0036
Si	9.5332	1.3664	16.3175	0.0012	-0.0034	0.0034
Si	6.8164	4.0874	16.3113	0	0.0017	0.0011
Si	9.5325	6.7977	16.3163	0.0057	-0.0028	-0.0029
Si	6.8131	9.5176	16.3088	0.0029	-0.0015	-0.0038
Si	9.5318	12.2413	16.3096	0.0023	0	-0.0024
Si	12.2451	14.962	16.3185	0	0.0031	0.0036
Si	14.9564	1.3659	16.3223	-0.002	0.0004	-0.0022
Si	12.2426	4.0851	16.3278	-0.0025	0.0067	-0.0014
Si	14.9581	6.8041	16.3318	0.0033	0.0002	-0.0001
Si	12.2472	9.5229	16.3223	-0.002	-0.0005	0.0033
Si	14.9558	12.239	16.3253	-0.0003	0.0014	0.0001
Si	17.6647	14.9577	16.3251	0.0028	-0.0014	-0.0046
Si	20.3792	1.3542	16.3252	-0.0051	-0.0052	-0.0016
Si	17.6673	4.0797	16.3215	0	-0.0021	-0.005
Si	20.3789	6.7902	16.3257	0.0034	0.0053	0.0034
Si	17.6691	9.5168	16.3326	-0.0011	0.0049	-0.0027
Si	20.3871	12.2348	16.3325	-0.0016	-0.0039	-0.0004
Si	23.1032	14.9483	16.3249	0.0035	-0.0039	-0.0026
Si	25.8315	1.3442	16.3268	0.0062	-0.0104	0.002
Si	23.0959	4.0645	16.3206	-0.0033	0.009	-0.0021
Si	25.8257	6.7874	16.3154	-0.0034	0.0048	0.0028
Si	23.1046	9.5098	16.3191	0.0007	-0.0036	-0.0024
Si	25.8321	12.231	16.313	0.0084	-0.0022	-0.0005
Si	28.5658	14.9612	16.3201	-0.0009	-0.0083	0.002
Si	-1.3489	1.3647	16.3125	-0.0091	0.0011	0.0009
Si	28.5515	4.0674	16.3171	0.0012	0.0032	0.0006
Si	-1.3568	6.7983	16.3076	-0.0034	0.0107	-0.0005
Si	28.5618	9.5159	16.3078	-0.0015	-0.0029	0.0017
Si	-1.3435	12.248	16.3136	0.0051	-0.0026	0.0029
Si	2.7388	16.3283	17.6511	-0.012	-0.0098	-0.0064
Si	5.4582	2.7297	17.6712	0.0074	0.0032	0.0046
Si	2.7348	5.4356	17.6684	-0.0134	0.0006	-0.0007
Si	5.4538	8.1666	17.6781	0.0064	0.0114	0.0003
Si	2.7367	10.8974	17.6747	0.0104	0.0036	-0.0013
Si	5.4537	13.6157	17.6627	0.0027	-0.0078	-0.0047
Si	8.176	16.3258	17.6746	-0.0034	-0.0018	-0.0061
Si	10.8814	2.73	17.6882	-0.0039	-0.0162	-0.0007
Si	8.1716	5.4445	17.6796	0.0016	0.0035	0
Si	10.8952	8.1541	17.6768	-0.0041	0.0032	-0.0036
Si	8.1721	10.8795	17.6637	-0.0084	-0.0012	-0.002
Si	10.8897	13.5982	17.6759	-0.0106	0.0017	-0.0009
Si	13.5972	16.3311	17.6796	0.0094	0.0002	-0.0054
Si	16.3172	2.7233	17.6866	0.005	0.0093	-0.0079
Si	13.6037	5.4435	17.6917	-0.0038	0.0032	-0.0012
Si	16.3138	8.1625	17.7021	0.0076	0.001	0.0009
Si	13.6058	10.8794	17.6923	0.0103	0.0064	-0.0018
Si	16.3098	13.6013	17.6886	0.0017	-0.0007	-0.0026
Si	19.0177	16.3204	17.6861	0.0015	-0.0025	-0.0017
Si	21.7321	2.7127	17.6871	0.0053	-0.0013	0.0022
Si	19.0173	5.4349	17.6906	-0.0115	-0.0148	-0.0046
Si	21.7468	8.1448	17.6761	-0.0006	0.0008	-0.0029
Si	19.0307	10.8726	17.6928	-0.0083	-0.0046	0.0044
Si	21.7464	13.5936	17.6936	0.0094	0.0045	0.0099
Si	24.4651	16.3009	17.6819	-0.0037	0.0007	-0.0007
Si	27.1994	2.6971	17.6819	-0.0043	0.0128	0
Si	24.461	5.4206	17.6667	0.0038	-0.0001	-0.0092
Si	27.1952	8.1507	17.6564	0.0067	0.0062	-0.0153
Si	24.4681	10.8703	17.6695	0.0012	0.003	0.0001
Si	27.1971	13.5903	17.6634	-0.0092	-0.0023	-0.006
Si	29.9323	16.3253	17.6728	0.0138	0.0022	-0.0041
Si	0.0154	2.7236	17.6682	0.0083	0.0036	0.0019
Si	29.9151	5.4343	17.6585	0.0011	-0.0036	-0.0088
Si	0.0054	8.1665	17.6557	0.0019	-0.0012	-0.0075
Si	29.9271	10.8803	17.6552	-0.0036	-0.0045	-0.0156
Si	0.0188	13.6108	17.6721	-0.0074	-0.0042	-0.0063
Si	1.3901	1.3641	19.0165	0.0062	-0.0174	-0.0094
Si	4.0939	4.0798	19.0387	0.0107	-0.0048	-0.0032
Si	1.3591	6.7984	19.005	-0.0035	0.0161	-0.008
Si	4.0995	9.5408	19.0322	-0.0092	-0.0036	0.006
Si	1.3836	12.2649	19.0383	-0.0054	0.0033	0.0103
Si	4.0936	14.9805	19.0177	-0.0046	0.0063	-0.0139
Si	6.8278	1.3794	19.0303	0.0013	-0.0072	-0.0078
Si	9.5277	4.0944	19.0533	-0.0106	0.0154	0.0017
Si	6.8072	6.7987	19.0395	0.0015	0.0011	-0.0029
Si	9.5266	9.5122	19.0198	0.0145	0.0006	-0.0112
Si	6.8167	12.2535	19.0108	-0.0012	0.0062	-0.006
Si	9.5319	14.9597	19.0336	0.0087	0.0015	0.0031
Si	12.2439	1.3723	19.045	-0.0027	0.0083	-0.002
Si	14.9704	4.0889	19.0488	0.0175	-0.0201	-0.0096
Si	12.2559	6.8097	19.0563	0.0038	-0.0007	-0.0001
Si	14.9576	9.5222	19.0697	-0.0038	0.0037	0.0031
Si	12.2518	12.2495	19.0448	-0.0044	-0.0062	0.0017
Si	14.9637	14.9854	19.0406	-0.0143	-0.0034	-0.0101
Si	17.6719	1.3689	19.0555	0.0025	-0.009	-0.0052
Si	20.3625	4.0654	19.0522	-0.0079	0.0199	-0.003
Si	17.6731	6.8002	19.0624	-0.0062	0.0039	0
Si	20.3984	9.5049	19.0415	0.0072	-0.0071	-0.0036
Si	17.6625	12.2316	19.047	0.0046	0.0096	-0.0045
Si	20.3705	14.956	19.0411	-0.0123	0.0143	-0.0088
Si	23.0916	1.3388	19.0296	0.0041	-0.0037	-0.0034
Si	25.815	4.0524	19.0164	-0.0076	0.0035	-0.002
Si	23.095	6.7666	19.0272	0.0067	0.0047	-0.0032
Si	25.8318	9.5014	19.0114	-0.0015	-0.0108	-0.0052
Si	23.1157	12.2246	19.0412	-0.0039	-0.0076	0.0017
Si	25.827	14.928	19.0297	0.0209	-0.0143	-0.004
Si	28.565	1.3397	19.047	0.0059	-0.0056	0.0073
Si	-1.3662	4.0757	19.0124	-0.0138	0.0132	-0.0047
Si	28.5489	6.7887	19.0118	-0.0119	0.0066	-0.0008
Si	-1.3543	9.5267	19.0131	0.0068	-0.0102	-0.0004
Si	28.5679	12.2353	19.0111	0.0026	-0.0047	0.0042
Si	-1.3333	14.9799	19.0287	-0.0035	-0.0009	0.0036
Si	0.0463	16.3341	20.3899	0.0044	-0.0049	0.0048
Si	2.7454	2.7035	20.3952	-0.0335	0.0067	0.0027
Si	-0.0151	5.4464	20.3583	0.0071	-0.0037	0.0003
Si	2.7215	8.1599	20.35	0.0016	-0.0008	-0.0017
Si	0.0056	10.8948	20.3677	-0.0111	-0.0143	-0.0026
Si	2.7396	13.6452	20.4012	-0.0084	0.0043	0.0074
Si	5.4569	16.3407	20.3654	0.0056	-0.0024	-0.0077
Si	8.1671	2.7391	20.4174	-0.0043	-0.0187	0.0045
Si	5.4488	5.4388	20.4051	0.007	0.0142	0.0088
Si	8.1695	8.1635	20.3886	-0.0068	0.0019	0.0074
Si	5.4568	10.9251	20.3855	0.0266	-0.0039	0.0006
Si	8.1748	13.5913	20.3868	-0.0074	-0.0042	0.0013
Si	10.8817	16.3281	20.3942	-0.0157	-0.0231	-0.005
Si	13.6146	2.7298	20.4008	-0.0059	0.0079	-0.0068
Si	10.8955	5.4536	20.4112	-0.0046	-0.0052	0.0006
Si	13.6091	8.1592	20.4421	0.0079	0.0056	0.0099
Si	10.8925	10.8599	20.3739	-0.0013	0.0234	0.0045
Si	13.6061	13.6367	20.3946	0.0326	0.0179	-0.0001
Si	16.3113	16.3442	20.4188	0.0034	0.0135	0.0033
Si	19.0113	2.7206	20.4431	-0.0031	-0.014	0.0033
Si	16.3099	5.4506	20.4299	-0.0049	-0.0101	0.0067
Si	19.0569	8.1446	20.4148	-0.0087	0.004	0.0058
Si	16.3197	10.881	20.4315	-0.0027	-0.0072	0.0128
Si	19.0113	13.5977	20.4003	-0.003	-0.0042	0.0103
Si	21.7183	16.3217	20.3981	0.0067	-0.0028	0.0079
Si	24.4545	2.6907	20.3791	0.0059	0.0152	0.0066
Si	21.7281	5.4164	20.3993	0.0112	-0.0043	-0.002
Si	24.4739	8.1227	20.356	-0.0001	0.0012	-0.0043
Si	21.7605	10.8589	20.3982	0.0006	-0.0062	0.0106
Si	24.4778	13.5713	20.4096	0.0062	0.0003	0.0119
Si	27.1929	16.2746	20.3825	-0.0189	-0.0095	0.0072
Si	-2.7023	2.7105	20.3909	0.0232	0.0114	0.014
Si	27.1787	5.4153	20.3518	-0.0009	-0.0065	-0.0037
Si	-2.7238	8.155	20.3525	0.0072	0.0008	-0.0093
Si	27.2002	10.8639	20.3521	-0.0015	0.0038	-0.0011
Si	-2.7119	13.6133	20.3533	0.0002	-0.0011	0.0001
O	-2.8347	13.2627	35.5925	-0.5173	-0.2578	-0.1462
O	5.3022	8.1453	27.2774	0.084	-0.0359	0.1848
O	2.1372	0.2524	30.8107	0.2779	-0.0805	0.0212
O	-2.214	4.4915	32.3483	-0.1232	-0.1083	-0.3012
O	28.3752	15.3164	28.4164	0.192	0.7367	0.0224
O	8.2546	6.7135	30.7	-0.5089	0.0566	-0.1653
O	8.9337	0.3358	34.4989	-0.3092	-0.049	-0.385
O	-3.9814	6.4509	30.1072	0.2207	-0.1242	0.7699
O	-1.8806	11.396	33.9924	-0.4093	-0.1305	-0.2109
O	4.1743	11.0853	28.3906	-0.1691	-0.3077	0.2439
O	8.2708	16.3878	27.5435	-0.2116	0.0044	0.282
O	4.6288	4.6243	33.1548	-0.4901	0.389	-0.1358
O	10.1996	12.6968	37.4279	0.2457	0.1441	-0.2561
O	15.0644	13.1423	37.6627	0.2418	0.2525	-0.1805
O	-2.2836	8.3691	30.4607	0.2436	-0.1973	0.3625
O	-3.6615	15.8082	32.7951	0.0396	0.3284	-0.2026
O	11.0663	5.6696	38.0331	-0.2168	0.2113	-0.3122
O	12.1848	15.5227	28.5496	0.4086	-0.2414	0.4984
O	8.5963	2.7372	35.3272	0.4336	0.1201	-0.3908
O	17.8155	12.4972	29.2349	0.2436	0.2718	0.2455
O	15.4114	5.2819	29.6761	0.389	-0.1791	-0.2164
O	5.8682	3.028	27.5741	0.2199	-0.1632	0.2881
O	13.6026	10.8613	27.6144	0.1633	-0.0964	0.498
O	10.8439	13.5893	27.5767	0.0268	-0.0186	0.2313
O	15.9548	7.283	34.7072	-0.1192	0.1146	-0.72
O	18.2534	4.3861	28.5911	0.425	0.1878	-0.0692
O	16.3669	2.7397	27.7139	0.274	0.1274	0.2771
O	25.5702	8.7082	32.7854	0.3397	-0.1012	-0.1098
O	18.9136	2.567	30.4194	-0.5401	-0.103	0.2121
O	16.8741	14.7043	28.3324	-0.2238	0.4139	0.1672
O	14.5654	16.0238	30.8748	-0.3623	-0.2068	0.3019
O	21.7883	13.555	27.6399	0.1379	-0.1094	0.2186
O	23.9032	10.6069	32.3742	-0.2094	-0.4713	0.2557
O	23.786	15.0367	28.4791	-0.0376	-0.3293	0.3696
O	26.5346	6.3279	28.5751	0.1768	0.2899	0.2933
O	-0.9706	9.5926	32.4073	0.3498	-0.4053	0.0777
O	7.0077	4.8008	31.9826	0.3726	-0.3782	0.2435
O	-1.6846	0.4765	28.1827	-0.4428	-0.3933	-0.0566
O	21.4908	7.0009	31.2743	0.2519	0.3236	-0.3711
O	25.7427	2.1637	37.6426	-0.2173	0.5389	-0.0374
O	23.7021	4.407	37.5164	0.3382	0.2269	-0.1321
O	-4.2434	10.2259	37.3318	0.1316	0.0047	-0.2446
O	-0.0262	11.1091	38.3766	-0.2121	0.2789	-0.3079
O	2.8754	2.7657	38.3969	-0.0398	-0.0819	-0.3748
O	8.4102	10.9056	30.9337	-0.3168	-0.3154	-0.3246
O	8.5058	12.1463	35.5813	-0.4667	-0.1857	-0.1668
O	19.247	2.7374	38.2385	-0.0144	-0.0481	-0.492
O	18.0757	14.571	37.6053	-0.11	-0.001	-0.1968
O	21.4991	2.2111	30.739	0.0528	0.1674	0.4635
O	5.5883	5.5917	38.3111	0.1707	0.0861	-0.4758
O	11.1136	16.2955	38.4014	-0.106	0.1373	-0.533
O	14.5249	2.343	31.1421	0.456	-0.0858	0.3719
O	-2.474	15.088	30.1724	0.1113	-0.1988	0.5516
O	3.9392	12.635	37.37	-0.3762	0.6152	-0.2415
O	14.5861	1.1603	28.7232	0.063	-0.4538	0.2808
O	15.3531	14.679	33	0.2721	-0.3117	0.1625
O	9.0522	12.052	28.627	-0.5651	-0.2549	0.1703
O	18.2658	7.1568	36.0093	0.0171	-0.4349	0.2327
O	6.6015	9.7988	28.59	0.625	0.0761	0.2233
O	23.4371	15.6972	37.4425	-0.3409	0.0569	-0.3692
O	-3.9173	3.8011	37.2895	0.6273	-0.1367	-0.194
O	20.2816	6.8755	28.8066	-0.2619	-0.1267	0.199
O	-0.0299	15.5302	29.8747	0.0673	-0.4885	-0.0377
O	23.06	1.9698	36.919	-0.4882	-0.0838	0.4157
O	16.49	11.1171	38.3993	0.0701	0.1119	-0.6885
O	1.7845	15.2261	37.2944	0.218	-0.5006	-0.2831
O	21.7763	11.0611	38.2596	0.0302	-0.1229	-0.3169
O	13.5397	16.3581	33.7329	0.5307	0.4248	-0.3778
O	27.5124	5.4749	32.7407	0.4865	0.4508	-0.3038
O	-1.9938	6.7986	28.3669	0.2174	-0.3429	0.402
O	19.8666	12.6838	37.3055	-0.0573	-0.3377	-0.3912
O	-2.1123	12.6611	37.9377	-0.1504	-0.2915	-0.0311
O	-0.1183	2.7078	27.718	-0.1558	-0.0626	0.3141
O	3.397	12.0415	31.5306	0.4265	0.1232	-0.2808
O	24.6692	16.0132	30.7747	0.102	-0.1226	0.1496
O	6.2884	12.1121	29.542	0.7693	-0.116	-0.0262
O	3.7471	4.1625	29.0568	-0.0139	-0.0288	-0.3777
O	-1.476	15.0295	37.1055	0.458	-0.1315	0.1678
O	2.2331	12.3365	35.4353	-0.2422	-0.4425	0.2885
O	21.7377	10.6941	34.4681	0.3554	-0.1784	0.4079
O	10.8091	3.3712	31.4889	-0.2196	-0.4406	0.0142
O	27.2371	2.3932	35.5233	0.2189	-0.504	-0.1564
O	1.6854	3.2715	34.6079	-0.0975	0.0798	-0.1789
O	23.5563	9.309	37.4723	-0.079	0.0193	-0.3499
O	25.5771	3.7389	32.5815	-0.1082	0.0212	0.4412
O	14.5654	1.8606	37.6181	0.0995	-0.138	-0.271
O	9.3676	7.6332	37.2522	-0.2149	0.0666	-0.2177
O	7.3654	3.8912	37.3567	0.1652	-0.2357	-0.1202
O	-2.5665	8.3722	38.2708	0.1671	0.0635	-0.2046
O	16.586	8.2795	27.3427	0.2245	-0.2232	0.4874
O	27.2576	0.1923	38.4472	0.1474	-0.1089	-0.2258
O	13.4461	8.6725	38.3523	-0.0079	-0.1138	-0.1887
O	-2.1957	6.5288	35.6763	-0.4454	-0.2952	0.3967
O	1.7786	9.6878	28.3204	0.3836	0.4918	-0.0257
O	3.7249	9.9813	33.0484	0.1529	0.2616	-0.0333
O	28.5746	4.5639	28.3639	0.4765	-0.1386	0.3317
O	9.6942	9.8594	35.8114	0.7194	-0.2488	-0.0514
O	13.0031	4.3982	30.579	0.2491	0.0858	-0.3307
O	11.2702	3.7566	28.7485	-0.1309	-0.1522	0.0771
O	14.5198	9.254	35.4393	0.4627	0.3763	0.5023
O	27.111	13.5045	27.2139	-0.0456	0.0365	0.0766
O	25.5343	11.8455	28.4457	-0.0845	0.2109	0.4345
O	24.1899	8.4138	35.1333	-0.7079	-0.0191	-0.2048
O	4.7105	13.1587	34.9223	0.2167	-0.2678	0.159
O	-1.6056	1.2355	30.591	-0.1168	0.4636	-0.1831
O	0.1718	0.3269	38.6481	0.2638	0.1626	-0.2045
O	1.4149	12.978	33.0071	-0.5981	-0.2995	-0.2359
O	12.2843	7.0287	32.7918	-0.0287	-0.6202	-0.2998
O	4.6507	13.605	28.2098	-0.2071	0.6932	0.1739
O	23.9526	3.064	30.7082	0.5178	0.3402	-0.1532
O	13.4817	11.1748	33.8403	0.0835	0.2513	-0.6203
O	27.6879	13.5292	33.2795	0.4856	-0.1206	0.1799
O	18.9377	7.5277	30.9255	-0.2078	0.2675	-0.355
O	3.5638	6.9154	37.2749	0.0788	0.5092	-0.3561
O	0.8244	5.0268	28.6731	0.1277	0.2378	0.0446
O	9.1442	1.0226	37.1257	0.0575	-0.1385	-0.1729
O	7.0589	12.4868	32.467	-0.4147	-0.1562	-0.0323
O	24.1146	13.1419	31.9604	0.2157	0.3272	-0.5747
O	2.6689	2.7182	30.865	-0.3894	0.3928	0.1101
O	4.2667	2.5705	34.7307	0.3997	-0.4196	0.2345
O	12.1371	8.9968	34.4358	-0.3588	0.2238	0.0347
O	15.1811	7.2172	37.1911	0.3276	-0.41	-0.3873
O	26.5379	12.0439	37.6545	-0.0248	0.3238	-0.189
O	25.9691	9.7862	36.4439	0.1337	-0.1314	-0.1863
O	16.0513	13.8404	30.6692	0.0242	-0.5144	0.284
O	2.0552	15.4066	28.3874	0.2839	0.3781	0.1355
O	5.6515	14.1806	30.8346	-0.4075	0.1786	0.1093
O	20.2059	7.6261	37.6405	0.1427	0.1974	-0.4042
O	12.5664	9.2212	31.0681	0.0123	0.5559	0.1187
O	0.2534	7.5342	35.7581	-0.0949	-0.0201	-0.2576
O	4.2222	1.6166	28.9206	-0.2245	-0.3845	0.3143
O	19.6904	0.1366	30.9872	0.1275	-0.4484	-0.2901
O	21.973	8.2621	27.5844	0.0427	0.1652	0.4115
O	5.2219	8.4839	34.5595	-0.0918	-0.45	0.4134
O	24.9552	0.6898	35.6578	0.2878	-0.5849	-0.5534
O	16.4232	6.9797	31.4892	-0.5383	0.3255	0.0359
O	27.4319	5.0509	35.3851	-0.2546	0.4059	0.2057
O	15.2943	12.5814	28.5213	-0.1731	0.0584	0.4594
O	-1.3168	12.2922	28.6806	0.3738	-0.1499	0.2393
O	8.0763	14.8233	31.5781	-0.0946	0.5851	-0.1174
O	20.2086	3.1709	33.78	-0.1345	0.2494	-0.289
O	-4.2063	7.2718	34.2494	-0.0464	0.5882	-0.0098
O	7.8435	5.2078	27.5735	0.0512	0.0363	0.3728
O	1.7291	14.8472	34.7754	0.5729	0.2335	-0.471
O	28.5389	8.4373	28.4319	-0.2968	-0.0622	0.2162
O	23.2125	1.1465	29.0739	-0.2741	-0.0925	-0.1908
O	16.413	16.4307	38.3616	-0.1022	-0.0932	-0.2552
O	7.8745	13.7461	37.6994	0.2229	-0.0885	-0.1078
O	-0.7708	6.3405	37.844	0.4919	-0.2124	0.2305
O	5.2194	3.1462	30.9864	0.6034	-0.4154	0.0676
O	22.8728	3.445	33.0472	0.1901	0.1344	-0.1064
O	12.9515	14.6878	37.5645	-0.0771	0.1868	-0.3077
O	-2.042	2.0668	33.0435	0.1433	-0.0523	0.443
O	6.4925	4.0812	34.8435	0.1857	-0.1266	-0.3039
O	25.8059	6.6552	34.3101	-0.1106	-0.2214	0.4275
O	19.1216	10.8836	30.7742	0.3838	-0.0528	0.1216
O	-0.4427	5.796	30.9064	-0.2401	0.1622	-0.2597
O	5.6995	11.0177	38.3404	0.0481	0.1553	-0.2776
O	0.0508	0.2913	35.6942	0.1554	0.5371	-0.1328
O	27.1488	5.6392	38.3058	-0.1877	-0.0771	-0.3942
O	13.136	5.4486	28.2108	0.0476	0.3776	0.0161
O	27.6364	14.6387	30.8756	-0.6502	0.1258	-0.1002
O	22.1102	3.9594	35.4415	-0.2053	0.4658	0.4717
O	0.4395	2.0042	31.9998	0.0125	0.4699	0.2439
O	21.7921	5.7335	38.4947	-0.0367	0.0421	-0.5507
O	3.628	6.6614	28.5167	-0.0677	0.2138	0.1526
O	3.6286	14.3766	32.8983	-0.0149	0.3906	-0.2673
O	4.2136	10.6607	35.5777	0.3068	-0.1485	0.2721
O	2.4487	0.9619	35.6925	0.2233	0.1272	0.4097
O	11.4301	16.0715	35.1389	0.2135	-0.3178	0.3798
O	0.9507	7.605	29.7027	0.2121	-0.053	-0.2793
O	6.9707	14.5547	28.627	0.1789	0.2392	0.4938
O	-1.6925	6.8505	33.1163	0.3551	0.3451	-0.0511
O	2.0713	14.0388	30.6784	-0.07	-0.2317	-0.3102
O	17.0913	16.1095	31.5283	-0.1037	0.4547	-0.4972
O	6.7839	0.9074	35.8673	-0.0623	0.3264	-0.0711
O	15.122	4.733	32.1854	0.0118	0.0194	0.6071
O	18.1787	10.0117	28.457	0.1875	-0.2867	0.4989
O	19.6507	10.0139	33.1497	0.0892	-0.2645	-0.3516
O	17.3313	4.1529	37.2128	0.013	0.291	-0.1317
O	10.3456	1.1437	28.5883	0.1731	0.3214	0.1273
O	18.882	16.1778	27.5164	-0.1721	0.0226	0.5404
O	11.8988	9.0413	28.4873	0.1301	-0.3892	0.0268
O	2.3051	5.7137	30.6531	0.1956	0.1267	0.4901
O	26.4023	15.8759	32.7745	0.0734	0.0731	0.5601
O	13.0213	3.9602	37.1844	-0.189	0.3453	-0.5193
O	19.8029	1.2211	35.4821	-0.231	0.2215	0.1034
O	9.9221	13.1208	30.9798	0.5632	0.1038	0.0968
O	10.7232	5.7525	30.3846	0.0126	-0.0559	0.1205
O	22.5313	3.612	28.568	-0.2047	-0.022	0.2309
O	15.2768	3.4876	35.7112	0.0836	-0.0866	-0.3486
O	11.381	1.6716	33.477	-0.3421	-0.2486	-0.2424
O	23.3985	11.5872	29.9661	-0.5264	0.443	-0.5348
O	17.7561	2.6541	34.9896	-0.2795	-0.3067	0.0025
O	4.6131	1.1942	37.2868	0.1474	0.0031	-0.5014
O	8.7421	5.2758	35.5462	-0.0543	0.2671	0.2728
O	4.9115	10.0906	30.6783	0.4434	-0.5343	0.2961
O	6.7938	7.258	32.8543	-0.2772	0.0766	0.0962
O	1.4408	9.397	37.1828	0.1305	0.1949	-0.2228
O	26.9435	4.4389	30.4259	-0.3118	-0.2163	-0.1598
O	-1.9266	13.9552	33.3259	-0.0677	-0.1437	-0.695
O	4.6564	15.7648	35.1807	-0.2891	0.3893	0.1242
O	25.6014	10.1713	30.4882	0.3082	-0.4147	-0.3753
O	24.0369	9.6868	28.3534	0.2379	-0.2034	0.2537
O	-1.7885	1.3218	37.2516	-0.581	0.5733	-0.2384
O	7.8236	8.2644	35.0205	0.0009	-0.338	-0.0398
O	10.6755	4.1908	34.0418	-0.0603	-0.1228	0.3495
O	-2.2541	8.925	34.5934	-0.1879	0.0976	0.3517
O	-0.2286	13.0833	35.1183	0.2068	-0.2469	0.3286
O	5.9269	15.3549	37.4794	-0.4571	-0.0235	-0.1004
O	12.9373	13.7157	33.7404	-0.1516	0.2388	-0.5035
O	14.5911	14.6635	35.5242	0.697	0.4497	0.2073
O	28.1925	3.0491	32.3638	0.0034	-0.7816	-0.2613
O	26.4761	11.2062	32.7917	0.544	-0.3002	-0.2855
O	-2.3852	16.1575	34.9711	-0.3803	0.1056	-0.0118
O	27.1685	2.5671	27.5328	0.1443	0.1054	0.4391
O	-0.943	16.1719	32.7234	0.6237	-0.2484	-0.1226
O	-3.7738	12.8908	29.4432	-0.4912	-0.3871	-0.1902
O	25.3776	7.4143	37.3889	-0.0863	-0.2891	-0.3175
O	20.1928	11.6911	28.5163	0.3832	-0.2915	0.2496
O	6.1552	14.7472	33.3565	0.1992	0.4622	0.294
O	21.7534	11.9841	32.1052	-0.4757	-0.1298	-0.3886
O	2.6738	1.3085	33.1236	0.372	-0.1509	0.0953
O	23.5481	6.9958	32.9626	0.2049	-0.099	-0.335
O	27.382	11.6381	35.2154	0.2861	-0.1773	-0.3101
O	24.6949	13.7403	38.4267	-0.1395	0.0601	-0.4188
O	24.478	1.4137	32.7411	0.0802	-0.0363	0.3894
O	-0.0923	8.2219	27.2578	0.0763	-0.0725	0.4206
O	-0.1638	9.9191	30.0013	-0.0966	0.3101	-0.1375
O	20.2378	12.8388	33.995	0.0516	-0.0955	0.2335
O	20.1492	14.9644	36.0435	0.0904	-0.2787	-0.1744
O	18.1988	7.1947	33.4015	0.7656	-0.0944	-0.0246
O	18.1732	13.4438	35.237	-0.6446	-0.171	0.0159
O	-2.4843	10.9358	30.6078	-0.1618	0.1271	0.641
O	21.3543	5.5296	33.4541	-0.5153	-0.0242	0.2627
O	24.7508	3.2719	35.4521	-0.022	0.6166	-0.5117
O	9.1108	5.9978	33.0269	0.5224	0.2119	-0.0187
O	2.3165	9.63	30.8851	-0.2409	-0.0046	0.338
O	25.6581	0.6083	28.4557	0.4783	-0.0104	0.4246
O	10.4148	15.6897	30.5861	0.061	0.0414	0.0119
O	24.4134	5.2688	27.638	-0.0979	0.2216	0.1922
O	13.6567	6.9092	30.6956	-0.1714	0.0022	0.2663
O	10.2011	14.7992	33.0892	0.2044	-0.2314	0.0207
O	1.9689	4.8486	37.3165	-0.3632	-0.0014	-0.2574
O	17.4097	9.4047	32.0843	-0.3446	0.0511	0.1271
O	23.9818	15.2773	33.3213	-0.4558	0.1914	0.0427
O	13.1334	12.5331	36.0659	0.0563	-0.2647	0.2609
O	17.4738	4.5744	31.1314	0.1459	-0.4153	0.6618
O	18.1598	9.3093	37.517	0.1563	0.2713	-0.3658
O	20.8317	0.58	37.7065	0.5476	-0.2131	-0.0404
O	22.7944	13.104	34.2725	-0.0081	0.1114	0.4315
O	11.0563	11.9384	34.6689	0.0955	0.3088	0.0765
O	9.5	14.506	35.7029	-0.0542	0.2311	0.1351
O	17.9918	12.0402	32.8909	-0.4232	0.0604	-0.2146
O	4.3156	4.8765	35.8813	0.2453	0.1468	0.284
O	4.8865	5.7616	30.7752	0.3931	0.4391	0.2128
O	20.4634	1.3885	28.657	0.0261	0.2307	0.1448
O	13.0561	1.935	35.513	-0.1723	0.0314	0.2543
O	13.3941	6.8654	35.263	-0.0388	-0.5564	0.3427
O	7.4863	9.4136	37.3101	0.0265	0.1257	-0.1959
O	0.3117	5.0543	33.1939	0.3643	0.1016	-0.0388
O	17.248	5.0864	34.76	0.1461	-0.2725	-0.3233
O	9.1272	10.9446	33.3828	0.4003	-0.2766	-0.1847
O	10.7857	6.6964	34.9178	-0.1428	0.094	0.7608
O	6.8626	9.8703	32.9999	-0.2714	0.0745	-0.1722
O	12.4134	1.0975	30.2551	-0.249	0.2991	0.3952
O	0.2041	9.9212	34.7888	0.0115	0.3806	-0.3522
O	11.415	10.7191	38.4216	0.0677	-0.0983	-0.4524
O	22.1873	16.4489	35.3896	0.1628	0.021	-0.804
O	18.7513	14.6647	32.8683	-0.159	0.0442	0.0144
O	12.9931	3.5631	33.0193	0.1438	-0.011	0.6306
O	19.9287	5.0324	30.5389	0.2914	-0.1508	0.4152
O	2.1644	5.8374	34.9837	0.1209	0.5059	-0.3986
O	0.1662	13.8009	27.4248	-0.1818	0.0229	0.4958
O	9.5432	7.0073	28.4247	0.115	0.3662	-0.1183
O	-3.975	14.538	37.5746	-0.3571	-0.1934	-0.3217
O	14.6096	7.4249	28.4753	0.2775	0.5775	0.4123
O	10.2471	8.3733	30.4562	-0.0119	0.1366	0.5694
O	10.9011	10.9179	30.0434	0.5553	0.305	-0.0763
O	-3.1971	10.7737	27.9829	-0.0521	0.1586	-0.2106
O	-3.2137	3.5799	34.6933	0.6334	-0.1139	0.1122
O	21.3577	8.1365	33.6987	0.055	-0.0806	0.2534
O	18.6919	1.043	33.1731	-0.2012	0.2453	-0.1198
O	14.2253	8.7456	32.8574	0.3393	-0.1777	0.0317
O	25.3698	13.1249	34.2998	-0.0193	0.2132	0.5753
O	19.92	9.2122	35.6198	0.0077	0.5365	0.1738
O	-0.1697	4.8953	35.7074	-0.5334	-0.3798	0.261
O	2.552	8.6911	34.9707	0.0602	-0.4247	-0.2401

Results
total energy: -218729.655 eV
total energy less fixed offsets of O -438.35, Si -107.03 eV per atom: -10.935 eV
